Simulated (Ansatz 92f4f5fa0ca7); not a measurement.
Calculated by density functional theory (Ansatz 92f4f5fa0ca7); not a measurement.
Periodic cell of 176 atoms, Si99O77, from a study of silicon, its oxide and their interface. The atomic structure is a simulated model.

Settings: functional PBE; potential files Ansatz PAW; basis plane waves; wave-function cutoff 700 eV; density cutoff ratio 5; exchange-correlation grid ratio 2; k mesh 2 x 2 x 1, shifted by 0.5 0.5 0.5 of a step; self-consistency stop 5e-08 eV per atom in the density residual; occupations Fermi-Dirac, 0.05 eV; spin none; net charge 0.

Cell vectors (angstrom)
a 11.5983 0 0
b 0 11.5983 0
c -5.1038 5.0038 23.4879

Atoms and the computed forces on them: element, x, y, z (angstrom), force x, y, z (eV/angstrom)
Si 1.9019 8.6358 0.7099 0.3834 0.5626 -0.4351
Si 10.0587 4.0038 -0.6153 -0.1857 -0.5303 -0.2364
Si 13.0837 6.5383 -1.8851 0.0932 -0.0865 -0.293
Si 5.6707 9.3987 -0.2172 -0.3516 0.5834 -0.0152
Si 3.9154 -0.3834 -1.9874 -0.0122 -0.0066 -0.0569
Si 3.2942 6.6179 0.3566 -0.0643 -0.2843 1.0205
Si 9.4923 8.8159 0.0412 0.041 0.8416 -0.0642
Si 7.7438 2.282 -0.1508 0.0226 -0.1765 -0.3068
Si 6.184 6.6632 -0.6471 -0.5712 0.3485 -0.2654
Si 3.8936 9.5168 1.4709 0.0073 0.3145 0.0676
Si 2.459 1.1113 0.5147 -0.0873 -0.3869 -0.094
Si 5.4145 3.8428 -1.4002 0.1012 -0.3157 -0.3841
Si 8.4511 6.5011 0.0664 0.0707 -0.6762 0.1875
Si 7.6307 -2.0027 1.2276 -0.1849 -0.1318 -0.1713
Si 12.0891 4.8073 0.247 0.2852 0.1141 -0.0258
Si 11.3594 9.2434 1.5065 0.4437 -0.1036 -0.1519
Si 13.904 3.2117 -0.5248 -0.0834 0.1433 -0.297
Si 12.1221 4.9363 -4.3426 -0.0652 -0.0559 -0.4662
Si 3.9272 7.829 3.1182 -0.0721 0.2808 -0.1433
Si 3.735 0.1748 2.3358 0.3388 -0.2916 -0.0999
Si 3.7411 5.5048 2.5902 -0.3271 -0.1503 -0.54
Si 7.73 7.9557 2.9554 -0.0769 -0.0845 0.0474
Si 7.6987 0.1383 2.2569 -0.1448 0.0838 -0.3985
Si 7.9016 5.6393 2.3853 0.1177 0.0732 0.0937
Si 11.673 7.6139 3.0682 -0.5644 -0.1639 0.3994
Si 11.7708 -0.0687 2.2237 0.1052 0.056 -0.3854
Si 11.708 5.2653 2.5693 -0.0087 0.3155 0.3038
Si 1.9693 8.1582 4.3298 0.1213 0.0573 -0.0091
Si 1.8985 0.4149 3.7599 0.2358 -0.042 0.3233
Si 1.9498 4.6515 3.9015 0.2125 0.1505 0.0066
Si 5.8528 8.2582 4.3251 -0.0858 -0.1719 0.005
Si 5.7721 0.5324 3.5826 -0.3527 0.0329 0.1777
Si 5.8321 4.747 3.5077 -0.042 -0.0404 -0.0959
Si 9.708 8.2173 4.2148 0.0731 -0.3527 0.2767
Si 9.7598 0.5127 3.447 0.1214 -0.0213 0.2892
Si 9.7083 4.7738 3.7749 -0.0035 0.0219 0.0314
Si 2.0053 6.2436 5.688 -0.1582 -0.0293 0.1067
Si 2.0137 -1.3172 5.2845 -0.0386 -0.0905 -0.0048
Si 1.9362 2.5386 4.9585 0.0018 0.0689 0.1272
Si 5.7368 6.1981 5.4324 0.2446 0.2566 0.1148
Si 5.8694 -1.2191 5.289 -0.0262 -0.071 -0.0708
Si 5.7646 2.6295 4.7419 0.0885 -0.0185 0.1469
Si 9.7055 6.3711 5.6584 -0.1288 0.2539 0.2067
Si 9.8397 -1.2808 5.2177 0.1575 -0.1261 -0.1888
Si 9.7078 2.563 4.7473 -0.036 0.0183 0.072
Si 3.9629 6.2963 7.0447 0.0887 0.0096 0.0436
Si 3.9185 -1.2989 6.6235 -0.132 0.1306 -0.2554
Si 3.8954 2.6471 6.3404 -0.1023 0.0129 -0.2137
Si 7.5866 6.2783 6.8212 0.0225 -0.502 -0.1907
Si 7.8911 -1.3919 6.558 -0.0393 -0.0739 -0.2465
Si 7.7339 2.4736 6.0669 -0.0133 0.1 -0.1885
Si 11.7193 6.4673 7.0669 -0.0423 0.0153 -0.0137
Si 11.7774 -1.3484 6.6785 0.0148 0.0835 0.0397
Si 11.5611 2.5843 6.2935 -0.0738 0.2422 0.194
Si 3.8032 0.7562 7.7436 0.1866 -0.0983 0.0302
Si 3.9111 4.1928 8.2701 -0.3173 -0.1226 -0.023
Si 3.6573 8.5077 8.1513 0.0072 -0.0241 -0.1051
Si 7.7246 0.6581 7.6002 -0.0761 0.2102 0.0933
Si 7.6203 4.0868 7.7631 0.1488 -0.2923 -0.039
Si 7.3851 8.339 8.0272 0.4218 0.003 0.0966
Si 1.9141 1.2212 9.1522 -0.0541 0.2468 0.244
Si 11.529 4.3423 8.054 0.0739 -0.3557 -0.1495
Si 1.1058 8.5195 8.1263 -0.135 -0.1314 -0.3523
Si 11.6409 0.6999 7.7757 0.0291 0.1862 -0.0853
Si 9.4872 3.8254 9.2084 -0.2622 0.3676 -0.0085
Si 0.4371 9.1494 10.2594 0.0559 -0.0841 -0.0634
Si 5.7985 0.7107 8.9603 -0.1149 -0.2061 -0.3584
Si 5.9222 3.1711 9.2502 0.3252 0.1549 0.3057
Si 5.677 9.6706 9.2829 -0.1725 -0.0161 0.6379
Si 9.6319 0.8741 8.9699 0.0718 -0.0376 -0.0801
Si 1.7788 3.622 9.3792 -0.0467 0.2073 -0.1372
Si 9.8686 11.0559 10.7404 -0.1951 -0.1364 0.5438
Si 8.4554 11.432 16.7617 0.0815 0.0088 -0.1301
Si 8.3392 7.4479 19.9711 0.2581 -0.074 -0.3468
Si 8.7814 7.2056 10.6114 -0.1374 0.0392 0.3089
Si 5.7827 6.9517 16.3262 0.0856 -0.0517 0.0363
Si 1.187 4.5182 11.5475 -0.1396 -0.2331 -0.2397
Si 8.0173 2.8585 21.1318 0.1416 0.0926 0.4877
Si -0.1038 12.122 16.4559 -0.1701 0.0798 0.1147
Si 4.1992 6.9546 20.8073 -0.0927 0.0101 -0.2346
Si 4.8709 4.1233 15.6886 0.0054 -0.0175 0.0807
Si 5.0675 3.835 20.7477 0.088 0.0622 -0.3684
Si 8.0541 5.4252 17.9391 0.0881 -0.0357 -0.202
Si 10.0285 4.3539 13.2107 0.1711 0.0549 0.1426
Si 1.9184 11.7014 14.3009 -0.0816 0.1852 0.2215
Si 4.4195 2.3717 18.0984 0.0023 -0.0459 -0.1462
Si 8.0409 4.3551 10.97 0.2689 0.1764 0.126
Si 7.1355 2.6504 16.936 0.0622 0.0232 -0.0343
Si 0.0927 7.318 11.5585 0.1914 -0.1815 0.2587
Si 7.6752 9.0415 14.7637 -0.0048 -0.0254 0.1306
Si 2.6711 11.3465 17.1994 -0.0163 0.0139 0.0444
Si 10.343 7.3338 14.254 0.0215 -0.1135 0.2745
Si -0.0676 3.4422 15.687 0.0051 0.0102 0.1174
Si 4.2641 8.8873 18.3327 0.0449 -0.0771 -0.1207
Si 7.4456 9.5914 11.8705 0.0083 -0.0223 0.1217
Si 2.5664 3.1132 13.924 -0.1572 0.0986 0.2118
Si -0.3477 7.1276 19.7391 -0.1349 -0.1428 -0.3128
Si -0.6429 6.2193 16.9494 0.017 -0.0268 -0.0071
Si 1.0775 11.0029 11.5173 0.1067 0.4356 0.2953
O 14.6142 6.3487 -1.285 -0.0845 -0.0811 -0.0256
O 2.9958 0.3104 -0.8373 -0.1785 0.2151 0.1
O 4.9684 6.7455 0.5083 0.6521 -0.3045 -0.5572
O 5.8131 5.4091 -1.6491 0.1493 0.1244 0.1685
O 9.4467 3.5426 20.6998 0.0382 -0.0293 0.0502
O 5.2039 8.02 21.5589 0.1099 0.2182 0.2509
O 3.7837 7.7556 19.4301 0.0085 0.0141 0.1382
O 12.1704 6.3542 -0.5114 -0.2813 -0.1331 -0.0618
O 3.8796 3.6889 -0.8413 -0.182 -0.0529 -0.0964
O 9.0624 3.1082 0.3806 0.1039 0.1789 0.0397
O 9.1849 5.3677 -0.9673 -0.1207 0.363 0.1345
O 0.8388 0.7091 0.8447 0.1356 -0.0492 0.3841
O 8.0875 7.6332 21.5614 0.1776 0.1942 0.2372
O 8.5608 7.8445 9.1321 -0.1315 0.2406 -0.1382
O -1.1842 9.6187 10.148 -0.0658 -0.1151 -0.1117
O 4.2458 2.9768 19.6058 0.0396 0.0206 0.1201
O 6.9583 9.624 13.416 -0.021 0.0132 -0.0968
O 1.0698 11.6024 17.4754 0.09 -0.0277 -0.0147
O -0.6039 5.6721 20.4131 -0.0395 -0.057 0.1823
O 10.0895 11.3623 16.7699 0.0126 -0.0127 0.0165
O 5.253 -0.9752 -1.2586 0.1293 -0.1905 0.133
O 2.8755 11.2184 15.5573 -0.0103 0.0203 -0.1102
O 1.4062 3.4885 15.003 0.1164 -0.0013 -0.0947
O 8.0492 1.7094 -1.6618 -0.152 0.007 0.2448
O 6.0002 1.9805 17.906 -0.0721 0.0572 0.0514
O 0.9167 3.3618 -4.4938 -0.0201 0.0102 0.1399
O 9.6774 9.8417 -1.302 -0.078 -0.5029 0.3384
O 6.6908 3.6307 20.5877 -0.0229 -0.0285 0.0878
O 5.4131 9.941 18.8641 0.0865 0.0456 0.1139
O 2.5178 1.5071 13.7215 0.0163 -0.1863 -0.0478
O -0.2056 7.8231 13.1049 -0.0117 -0.0213 -0.2662
O 1.2777 6.1662 11.524 -0.1984 0.0838 -0.0204
O 10.3573 3.4546 14.5399 -0.052 0.0199 -0.1426
O 12.5377 5.3412 -2.8325 0.0975 0.0924 0.352
O 6.3706 3.4304 15.7042 -0.0753 0.0359 -0.0273
O 6.5685 3.6184 10.7484 0.0839 -0.0059 -0.086
O 4.9407 5.7636 15.5588 -0.0456 -0.0642 -0.0045
O 7.9067 12.8858 20.6771 -0.0745 -0.3008 0.0703
O 6.703 6.092 17.3524 -0.0416 -0.0509 0.0269
O 9.7038 2.2982 9.8235 0.0296 -0.248 -0.1941
O 10.3174 6.6849 10.8585 -0.1191 0.0559 -0.1023
O 3.5141 12.6265 17.8212 -0.0409 -0.0166 -0.0249
O -0.4214 7.1853 15.657 -0.0294 0.0023 -0.1126
O 7.8505 10.3583 15.704 -0.0298 -0.0441 -0.0707
O 1.9782 0.5088 10.6776 -0.0799 -0.0674 -0.2076
O 8.6602 3.9154 12.4416 -0.1709 -0.0495 0.0208
O 6.1267 9.4807 10.8982 0.1013 -0.0103 -0.2671
O 9.3451 6.09 17.1968 -0.055 -0.0368 0.0617
O 8.3922 8.2793 11.7534 0.018 -0.0762 -0.0567
O 7.7542 5.9643 10.8686 -0.1545 0.2119 -0.0177
O 1.5405 9.3683 -0.7369 -0.1395 0.0856 -0.7155
O 6.7233 7.856 15.3553 0.0262 0.0986 -0.0785
O 9.7838 5.8766 13.7702 -0.0149 -0.0369 -0.1194
O 4.8062 5.4539 20.5275 0.0155 -0.0491 0.1078
O 9.151 8.404 14.5027 0.0372 -0.0013 -0.0904
O 5.71 3.0511 -2.8195 -0.0776 0.2686 0.3863
O -0.0901 4.7254 16.6744 0.0075 -0.023 -0.003
O 5.941 8.165 -1.3175 0.1742 -0.1853 0.1356
O 1.3506 5.9552 -5.2976 -0.0763 -0.0554 0.176
O 4.0372 3.5773 14.4138 0.0582 0.0012 -0.059
O 8.0471 1.3926 16.4306 -0.0223 -0.011 0.0329
O 4.0825 3.5878 17.0391 0.0374 0.0173 0.02
O 1.8122 10.7335 12.9831 -0.1114 0.0282 -0.2192
O 8.1222 5.8875 19.5104 -0.0505 0.1211 0.1952
O 8.0272 3.7944 17.7322 -0.077 -0.0346 0.0085
O 2.3256 3.8936 12.5201 0.1058 -0.0522 0.1875
O -0.3141 4.177 12.1589 0.119 0.0356 -0.0138
O 4.7826 8.0015 17.0621 -0.0634 0.0263 0.0027
O 3.0702 9.9112 17.877 -0.006 0.0086 0.0192
O 8.4185 10.8675 11.5247 0.1527 0.086 -0.1031
O 6.402 3.2074 -0.2576 -0.0216 0.1268 0.1451
O -1.7482 7.9439 19.6178 -0.0534 0.0151 0.1295
O -0.4913 -0.0179 11.7427 0.1203 -0.1693 -0.1631
O -0.3051 2.1355 16.6259 0.0925 -0.0298 -0.0373
O 7.4704 1.0997 0.9047 0.0736 -0.0798 0.2469
O 0.3973 11.8429 14.9205 0.1741 -0.0148 -0.1716
O 0.1808 6.8584 18.2148 -0.015 0.0601 0.1195

Results
free energy: -106730.361 eV
free energy less fixed offsets of O -569.03, Si -635.61 eV per atom: 10.339 eV
pressure: -0.93 GPa
stress xx, yy, zz, yz, xz, xy (GPa, positive in tension): 1.46, 1.31, 0.01, -0.08, 0.24, 0.12

The program warned: the cutoff lies below the one the program advises for these potential files.
